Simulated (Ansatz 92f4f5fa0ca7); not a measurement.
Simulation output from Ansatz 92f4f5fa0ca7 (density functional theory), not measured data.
Periodic cell of 220 atoms, Si132O88, from a study of silicon, its oxide and their interface. The atomic structure is a simulated model.
Doubt: the cutoff is far below the 930 eV that the study's wrapper takes by default for these files, so forces and energies are approximate.
This geometry differs little from another in the collection (a relaxation step or a small displacement).

Settings: functional PBE; potential files Ansatz PAW; basis plane waves; wave-function cutoff 580 eV; density cutoff ratio 5; exchange-correlation grid ratio 1; k mesh 1 x 1 x 1, Gamma-centred; self-consistency stop 5e-08 eV per atom in the density residual; occupations fixed; spin none; net charge 0.

Cell vectors (angstrom)
a  10.938  0  0
b  0  10.938  0
c  0  0  31.9234

Atoms and the computed forces on them: element, x, y, z (angstrom), force x, y, z (eV/angstrom)
Si  -0.0888  0.2501  24.5813  -0.0064  -0.0005  0.0028
Si  5.8567  -0.2906  24.2341  0.0008  0.0035  -0.0002
Si  2.5305  2.9565  24.6986  -0.0013  0.0083  -0.0075
Si  8.5609  2.4487  24.4304  -0.0034  0.0016  0.0173
Si  0.3794  5.245  24.508  0.0043  0.0016  0.0113
Si  5.1993  5.95  24.2738  -0.0095  0.0021  -0.0234
Si  2.8068  8.067  24.4523  -0.0032  0.0033  -0.0042
Si  8.1399  8.4369  24.5533  -0.0088  0.0013  -0.0056
Si  1.3752  1.413  25.9705  -0.0034  0.0025  0.0112
Si  6.8659  1.3558  25.664  0.0052  -0.0085  -0.0018
Si  4.2132  4.2178  25.697  0.0019  -0.0009  0.0116
Si  9.5974  4.1357  25.7194  0.002  -0.0041  0.0066
Si  1.415  6.8365  25.8747  0.0043  -0.0024  -0.0007
Si  6.8377  6.8778  25.7274  0.0077  0.0035  0.0119
Si  4.1241  9.6524  25.6166  0.0003  -0.0017  -0.0006
Si  9.6536  9.6116  25.861  0.0013  0.0029  0.0035
Si  2.7844  -0.0202  27.142  -0.0004  0.0054  -0.0073
Si  8.1976  0.0183  27.1489  -0.0024  0.0023  -0.0051
Si  -0.0514  2.7842  27.201  -0.0008  0.0011  -0.0082
Si  5.4936  2.7386  27.0675  0.0013  0.0077  -0.0032
Si  2.7971  5.4533  27.171  -0.0035  -0.0031  -0.0064
Si  8.1853  5.4718  27.0956  -0.0029  -0.0035  -0.0081
Si  0.013  8.1859  27.1811  -0.001  0.0008  -0.006
Si  5.4404  8.243  27.0948  0.0038  -0.0004  0.0061
Si  4.1018  1.3673  28.5051  0.2564  0.1644  -0.2024
Si  9.5708  1.3673  28.5051  -0.3117  0.1374  0.3522
Si  1.3673  4.1018  28.5051  0.1387  0.1023  0.2442
Si  6.8362  4.1018  28.5051  0.0884  -0.1771  -0.281
Si  4.1018  6.8362  28.5051  0.1909  0.291  0.1404
Si  9.5708  6.8362  28.5051  -0.2428  -0.1654  -0.0177
Si  1.3673  9.5708  28.5051  0.3147  -0.0962  0.0841
Si  6.8362  9.5708  28.5051  -0.1523  0.0182  -0.0889
Si  0  0  29.8724  0.0349  0.0497  -0.0461
Si  5.469  0  29.8724  0.0827  0.066  0.0014
Si  2.7345  2.7345  29.8724  -0.039  0.0067  -0.0451
Si  8.2035  2.7345  29.8724  0.0155  -0.0469  0.0386
Si  0  5.469  29.8724  0.0749  0.0382  0.0082
Si  5.469  5.469  29.8724  0.0503  0.0912  -0.033
Si  2.7345  8.2035  29.8724  -0.0113  0.0207  0.0343
Si  8.2035  8.2035  29.8724  -0.0254  -0.0379  -0.0305
Si  1.3673  1.3673  31.2396  0.058  0.0391  -0.0098
Si  6.8362  1.3673  31.2396  -0.0067  0.0231  -0.0084
Si  4.1018  4.1018  31.2396  -0.0702  -0.0613  -0.0183
Si  9.5708  4.1018  31.2396  0.0073  -0.0299  -0.0288
Si  1.3673  6.8362  31.2396  -0.0486  0.0086  -0.0251
Si  6.8362  6.8362  31.2396  -0.002  -0.0222  0.0059
Si  4.1018  9.5708  31.2396  -0.0061  0.0036  -0.0304
Si  9.5708  9.5708  31.2396  0.0038  -0.0116  -0.0176
Si  2.7345  0  0.6835  -0.0324  -0.0429  0.0403
Si  8.2035  0  0.6835  -0.0171  0.0392  0.0152
Si  0  2.7345  0.6835  -0.0413  -0.0216  0.0165
Si  5.469  2.7345  0.6835  0.0526  -0.0305  0.0008
Si  2.7345  5.469  0.6835  -0.0496  0.0725  0.0137
Si  8.2035  5.469  0.6835  0.0397  -0.0073  0.0423
Si  0  8.2035  0.6835  0.0841  -0.0198  -0.0127
Si  5.469  8.2035  0.6835  -0.0268  0.0179  0.0149
Si  4.1018  1.3673  2.0507  -0.0559  0.1185  0.0733
Si  9.5708  1.3673  2.0507  0.0743  0.0455  -0.0171
Si  1.3673  4.1018  2.0507  0.0836  -0.1181  0.0086
Si  6.8362  4.1018  2.0507  -0.1713  -0.1703  0.0191
Si  4.1018  6.8362  2.0507  -0.0251  -0.0632  -0.0172
Si  9.5708  6.8362  2.0507  -0.0026  0.0205  0.0185
Si  1.3673  9.5708  2.0507  -0.1371  -0.0582  0.0269
Si  6.8362  9.5708  2.0507  -0.0346  -0.0248  -0.0358
Si  0  0  3.418  -0.0634  -0.1733  -0.1294
Si  5.469  0  3.418  0.1504  -0.5598  0.446
Si  2.7345  2.7345  3.418  -0.0991  0.0861  -0.1579
Si  8.2035  2.7345  3.418  -0.0389  -0.275  -0.4245
Si  0  5.469  3.418  -0.0411  0.2383  0.3041
Si  5.469  5.469  3.418  -0.2413  0.1403  -0.4597
Si  2.7345  8.2035  3.418  0.15  0.0983  0.167
Si  8.2035  8.2035  3.418  -0.0011  0.2445  0.1295
Si  1.421  1.2915  4.7407  -0.0217  0.001  0.0263
Si  6.9453  1.265  4.7798  -0.028  0.0103  0.0062
Si  4.0706  4.1508  4.7539  -0.0107  0.0201  0.0261
Si  9.4852  4.1234  4.7472  -0.0053  0.0069  0.0039
Si  1.3315  6.9071  4.8223  0.0431  -0.021  0.016
Si  6.782  6.8488  4.745  0.0041  0.014  0.0185
Si  4.071  9.5399  4.8738  0.0163  -0.0211  -0.0012
Si  9.55  9.5872  4.8266  -0.0142  0.0612  0.0307
Si  2.5546  -0.2003  6.2366  0.0092  0.0089  -0.0062
Si  8.1646  -0.1075  6.3585  0.0287  -0.0329  0.0037
Si  -0.1975  2.5658  5.9204  0.0111  0.0006  -0.0041
Si  5.4978  2.6572  5.9258  0.0446  -0.0351  -0.0501
Si  2.5864  5.4368  6.1902  0.0172  0.0292  -0.0356
Si  8.0586  5.4576  6.1058  0.0046  0.0105  -0.0117
Si  -0.052  8.2331  6.2194  -0.0044  -0.0272  0.0076
Si  5.4039  8.0034  6.2816  -0.0033  -0.0096  -0.0272
Si  3.8437  1.5924  7.1507  -0.0279  0.0211  0.0792
Si  9.8219  1.163  7.5736  -0.0223  -0.03  -0.0162
Si  1.3616  3.6654  7.1678  -0.0076  -0.0281  0.013
Si  6.5683  4.1219  7.3891  -0.0644  0.0248  0.1001
Si  4.1616  6.3534  7.6899  0.0225  -0.0308  0.0388
Si  9.3066  6.945  7.3846  -0.0603  -0.0671  -0.1474
Si  0.845  9.6161  7.9449  0.1836  0.1839  0.2017
Si  7.0211  9.0977  7.6211  -0.0296  0.0035  -0.0399
O  1.4347  4.0439  24.0648  0.0037  -0.0025  -0.0183
O  5.5267  11.0281  22.6579  0.0004  0.0006  -0.0047
O  2.7215  2.7794  7.0321  0.0124  -0.012  -0.0205
O  8.1529  7.9542  8.0285  0.0867  0.0722  0.1047
O  5.1286  4.7548  8.3309  0.0151  -0.0359  0.0021
O  0.1494  0.2077  7.997  0.0624  -0.0205  -0.0456
O  3.9446  6.9733  24.0032  -0.0047  -0.0033  0.0036
O  9.6917  1.3065  24.114  0.0001  -0.0066  -0.0184
O  2.3886  9.3226  8.6069  -0.4439  0.0312  -0.1176
O  0.9178  3.4563  8.7523  0.0026  0.0068  -0.0019
O  9.3897  2.0003  8.9402  0.0186  -0.0026  -0.0003
O  6.3608  9.5939  9.0425  0.0042  0.0029  0.0013
O  4.3874  1.9886  8.7188  -0.003  -0.0211  -0.0282
O  3.6502  7.0288  9.1011  -0.0288  0.04  -0.0074
O  7.3116  3.5483  8.7329  0.0233  -0.0228  -0.0156
O  10.062  6.0278  8.5341  0.0399  0.0316  0.0263
O  3.1581  2.0133  23.4727  -0.0013  -0.0016  -0.0003
O  4.5826  1.9235  21.1004  -0.0002  -0.0001  -0.003
O  8.1086  2.8567  22.9007  0.0006  0.0007  -0.0084
O  10.9101  6.0318  23.1104  0.0017  -0.0018  -0.0048
O  7.0002  9.4861  24.0024  0.0109  0.0017  -0.0081
O  2.0158  8.5002  23.0607  0.0007  -0.0035  -0.0057
O  5.7634  5.8148  22.7114  0.0018  0.0006  -0.0018
O  0.5992  10.7061  23.1775  0.003  -0.0026  -0.0031
Si  2.9755  8.3857  9.8039  0.0827  -0.0369  0.0122
Si  -1.0944  3.4733  19.2042  0.0006  0.0014  0.0001
Si  3.1098  10.5113  19.7981  0.0008  0  0.0026
Si  1.8951  2.4561  19.5553  0.0008  -0.0001  0.0004
Si  6.6865  2.3138  14.4  -0.0024  0.001  -0.0051
Si  9.852  -1.5118  13.3479  0.0017  0.0006  0.0371
Si  2.2314  19.0419  15.4924  0.0035  -0.002  0.0013
Si  9.4309  3.7039  14.0606  -0.0029  -0.0059  -0.0022
Si  5.732  9.6688  10.5451  0.0076  0.0143  0.0051
Si  -4.0224  10.9707  16.6093  -0.0017  0.0001  -0.002
Si  1.5887  3.9251  10.1531  0.0217  0.0068  0.0017
Si  2.7804  12.2222  15.033  0.0033  0.0006  -0.0012
Si  11.3772  10.5174  15.5626  0.0006  0.0039  0.0043
Si  0.1412  -2.5427  10.745  0.0148  0.0223  0.0217
Si  4.5126  3.4384  9.4551  0.0354  0.0351  -0.0481
Si  -3.1091  12.0815  19.1461  -0.0005  0.0001  -0.0003
Si  1.9516  -5.6586  14.8952  0.0018  -0.0018  -0.0022
Si  4.3969  3.7008  16.0444  0.0004  0.0002  -0.0028
Si  3.8618  4.9243  18.7529  0.0016  0.0006  -0.0001
Si  5.3445  4.8093  21.4876  -0.0002  0  -0.002
Si  13.1828  7.6688  18.4892  0.0014  0.0005  -0.0003
Si  8.4692  3.0435  9.7801  -0.0434  -0.0074  -0.0123
Si  -2.7376  4.0357  21.7883  -0.0009  -0.0024  -0.0014
Si  10.6201  -2.9428  20.046  0.0011  -0.0009  0.0012
Si  9.0227  6.6844  14.3429  -0.0051  -0.0034  0.0078
Si  3.4176  2.6201  21.9911  0.0019  -0.0028  -0.001
Si  1.2982  9.6633  22.1645  0.0035  0.0021  -0.0017
Si  4.7162  9.7267  15.0943  0.0009  0.0001  -0.001
Si  -1.5321  -1.0477  17.9176  0.0011  -0.0004  -0.0014
Si  5.518  11.5319  21.1102  -0.0029  -0.0004  0.003
Si  9.5245  6.5882  22.4522  -0.0001  -0.0011  -0.0029
Si  10.2132  5.6788  10.1209  0.0084  -0.0546  0.0344
Si  -3.9335  8.6554  13.113  -0.0117  -0.006  -0.0025
Si  1.22  3.0133  12.9721  0.002  0.0001  0.0023
Si  -0.7493  4.9725  16.5019  0.0024  -0.0009  0.0001
Si  6.2204  1.8222  11.4361  -0.0059  0.0137  -0.0083
O  -5.3854  10.1202  16.4287  0.003  0.0007  -0.0007
O  4.7606  4.3068  17.5201  -0.0003  0.0004  -0.0003
O  3.1701  4.2221  9.8871  -0.0256  0.0033  0.011
O  5.3347  3.0759  10.8039  0.0032  -0.0094  0.0051
O  1.4062  0.8619  15.8077  -0.0012  -0.002  -0.0016
O  2.7213  14.6984  18.9837  -0.0012  -0.0012  -0.0024
O  -0.3717  2.8092  13.2961  0.002  0.0006  -0.0033
O  -0.0933  9.0224  9.2687  0.0644  -0.1073  -0.0886
O  2.4348  10.4187  21.2827  -0.0013  -0.0009  -0.0031
O  0.8078  5.287  10.5372  -0.0169  0.008  -0.0087
O  10.027  -3.0029  14.0357  0.002  -0.0048  0.0006
O  3.5461  2.2996  16.0566  -0.0008  0  -0.001
O  1.3933  -1.5798  14.94  -0.0031  0.0027  -0.003
O  -2.5176  5.4175  22.6126  0.001  0.0018  -0.0016
O  -1.2059  8.5418  18.78  -0.0006  0.0004  -0.0035
O  1.667  7.8222  16.9838  -0.001  0.0007  -0.0016
O  8.1442  -1.0478  16.8509  0.0009  0.0012  0.0001
O  11.0997  9.1352  21.1148  -0.0005  -0.0002  -0.0021
O  2.0083  2.5699  21.1837  -0.0009  0.0007  -0.0029
O  1.7608  8.021  10.845  -0.0102  -0.043  0.0085
O  4.7995  5.291  20.0346  -0.0001  0.0001  -0.001
O  -1.2177  6.9283  20.8728  -0.0003  -0.0001  -0.0027
O  -1.6458  6.2658  15.9412  -0.0018  -0.0008  0.0002
O  -2.6763  9.6932  13.1081  -0.0022  0.0074  -0.0042
O  -0.2183  -0.7044  17.021  0.0006  -0.0005  -0.0014
O  6.5136  8.6118  11.545  0.0043  -0.0048  0.0052
O  4.166  9.2011  10.5567  -0.0047  -0.001  -0.0008
O  1.9966  6.8481  14.5031  -0.0006  0.0009  -0.0036
O  13.2109  12.9047  13.639  -0.0018  -0.0012  -0.0017
O  5.7421  9.2817  13.9217  0.0027  0.0009  -0.0025
O  1.0197  7.2527  19.4775  -0.0007  -0.0003  -0.0022
O  5.8309  11.2457  10.9737  -0.0014  -0.0066  -0.0026
O  -1.2621  3.6514  15.6816  -0.0004  -0.0005  -0.0028
O  10.052  7.0911  10.9472  0.0088  0.0311  -0.0081
O  3.4503  4.8231  15.3359  -0.0004  -0.0002  -0.0003
O  1.4353  2.853  11.3623  -0.0058  0.0019  0.0029
O  7.5306  7.2381  13.8273  0.002  -0.0007  -0.0015
O  8.9728  7.8968  23.2363  0.0007  0.0001  -0.0001
O  0.3122  2.6245  19.1641  0.0002  -0.0005  -0.0028
O  -3.9169  11.8927  20.559  0.0018  0.0004  -0.0036
O  3.7839  10.9941  14.6421  -0.0002  -0.0008  -0.0013
O  5.7815  3.3962  15.2336  0.0007  0.0011  0.0004
O  -1.4774  3.9437  20.7324  0.0007  0.0006  -0.0027
O  -4.2082  4.0312  21.0778  0.0002  0.001  -0.0021
O  4.739  -0.4054  20.0615  0.0002  0  -0.0035
O  3.2596  6.4018  18.4069  0.0006  -0.0006  -0.0017
O  4.0383  4.1076  22.1896  -0.0005  0.0019  -0.0003
O  6.745  0.9313  17.951  0.0014  -0.0003  -0.0009
O  2.8383  9.1422  18.9332  0.0003  0.0004  -0.0027
O  -0.2378  9.4422  11.9546  0.0031  -0.0109  -0.02
O  5.9248  1.8294  13.041  0.0004  -0.0016  0.006
O  -0.9639  4.7052  18.1064  0.0006  -0.002  0.0001
O  -1.8928  10.9923  19.0664  0  -0.0001  -0.002
O  11.7911  5.0882  16.1116  0  -0.0001  -0.0011
O  7.1119  1.0302  15.3248  0.0007  -0.0044  0.0017
O  -7.1228  8.4476  15.5064  0.0004  0.0002  -0.0012
O  -2.9482  3.0528  13.8046  0.004  0.0021  -0.0009
O  13.4386  11.9044  19.1034  0.0003  0.001  -0.0023
O  8.5402  2.5688  18.8292  0.0004  -0.0003  -0.0017
O  1.5671  4.508  13.5193  -0.0015  -0.0023  -0.0028
O  9.2336  4.3714  10.4053  0.011  0.0129  -0.0116
O  7.7551  2.2026  10.9891  0.0062  0.002  0.0017
O  10.2754  -0.2896  14.3635  0.0061  0.0016  0.005
O  9.3947  5.2812  13.5524  0.001  0.005  -0.0025

Results
free energy: -133959.325 eV
free energy less fixed offsets of O -568.88, Si -635.61 eV per atom: 2.635 eV

The program warned: the cutoff lies below the one the program advises for these potential files; the forces do not sum to zero within the program's tolerance; the exchange-correlation potential is rough where the density is thin.
